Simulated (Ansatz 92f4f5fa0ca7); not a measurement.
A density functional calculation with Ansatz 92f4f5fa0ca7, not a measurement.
Periodic cell of 226 atoms, Si132O92P2, from a study of silicon, its oxide and their interface. The atomic structure is a simulated model.

Settings: functional PBE; potential files Ansatz PAW; basis plane waves; wave-function cutoff 700 eV; density cutoff ratio 5; exchange-correlation grid ratio 1; k mesh 2 x 2 x 1, shifted by 0.5 0.5 0.5 of a step; self-consistency stop 5e-08 eV per atom in the density residual; occupations fixed; spin none; net charge 0.

Cell vectors (angstrom)
a  10.938  0  0
b  0  10.938  0
c  0  0  31.9494

Atoms and the computed forces on them: element, x, y, z (angstrom), force x, y, z (eV/angstrom)
Si  10.6372  0.0062  24.4244  -0.0012  0.0078  -0.0301
Si  5.0887  0.1311  24.6687  -0.0225  -0.0117  -0.0183
Si  2.8355  2.2983  24.5384  0.0091  -0.0063  -0.0297
Si  8.5806  2.4399  24.573  0.0179  0.0125  -0.0149
Si  10.7197  5.5922  24.3371  -0.0151  -0.0181  -0.0278
Si  5.1684  5.6175  24.4536  0.0022  0.0006  -0.0287
Si  3.0019  7.9587  24.4161  0.0236  0.0121  -0.0272
Si  8.4295  7.834  24.4225  0.0058  0.0016  -0.0387
Si  1.3032  1.1365  25.8442  -0.0193  -0.0053  -0.0086
Si  6.8246  1.3324  25.7487  0.0072  -0.011  0.0027
Si  3.9968  4.0155  25.7382  0.0111  -0.0013  -0.0081
Si  9.6976  4.0296  25.8552  0.0161  0.0211  -0.0059
Si  1.3477  6.7969  25.6727  0.009  -0.0088  0.0209
Si  6.8145  6.7248  25.7542  0.0075  0.0215  0.0232
Si  4.0139  9.4736  25.9612  -0.0319  -0.0017  -0.0236
Si  9.4908  9.4456  25.805  0.0192  0.0071  0.0057
Si  2.6438  -0.1307  27.293  -0.0058  0.0144  0.0054
Si  8.147  -0.0659  27.1522  -0.003  -0.0026  -0.005
Si  0.0839  2.6589  27.2119  -0.0078  0.0056  -0.0011
Si  5.458  2.723  27.12  0.0076  0.0005  -0.0021
Si  2.6739  5.4189  27.1141  0.0017  -0.0073  0.0009
Si  8.1969  5.3694  27.1397  0.0003  0.0192  -0.0141
Si  0.0139  8.1503  27.1315  0.0166  -0.004  0.0024
Si  5.5197  8.1432  27.1834  0.0069  -0.0138  -0.0112
Si  4.0898  1.3312  28.5051  0.0024  0.014  -0.0235
Si  9.5473  1.3278  28.5073  -0.008  -0.0086  -0.0151
Si  1.3912  4.0692  28.567  -0.0004  -0.0016  -0.0213
Si  6.8146  4.0617  28.5323  -0.0077  -0.0064  -0.0146
Si  4.088  6.7824  28.4911  -0.0121  -0.0068  -0.0108
Si  9.5594  6.7828  28.488  0.0021  0.0076  0.0002
Si  1.2956  9.478  28.6212  -0.015  -0.0109  -0.0145
Si  6.8298  9.5346  28.5681  -0.0059  0.0011  -0.0148
Si  -0.0247  -0.0061  29.9153  -0.0097  0.007  -0.0103
Si  5.4648  -0.0065  29.8992  -0.0054  0.0068  -0.0001
Si  2.7641  2.7148  29.9067  0.0172  -0.0067  0.0006
Si  8.2021  2.7172  29.8899  0.0105  -0.0131  0.0037
Si  -0.0009  5.455  29.8927  -0.0055  0.0082  -0.0011
Si  5.4642  5.4561  29.8906  -0.0033  0.0034  0.0046
Si  2.7526  8.1636  29.9066  0.0155  -0.0174  -0.0086
Si  8.2279  8.1775  29.8928  0.0153  -0.0075  -0.0008
Si  1.3673  1.3673  31.2657  0.0423  0.0088  -0.0506
Si  6.8362  1.3673  31.2657  0.0633  -0.0207  -0.0006
Si  4.1018  4.1018  31.2657  0.0948  -0.0674  0.0949
Si  9.5708  4.1018  31.2657  -0.0869  -0.1162  -0.0543
Si  1.3673  6.8362  31.2657  0.0203  -0.1773  0.0506
Si  6.8362  6.8362  31.2657  0.0398  -0.0594  -0.0877
Si  4.1018  9.5708  31.2657  -0.0301  -0.0991  -0.021
Si  9.5708  9.5708  31.2657  -0.1605  -0.1469  0.1554
Si  2.7345  0  0.6835  0.0622  0.1272  0.0481
Si  8.2035  0  0.6835  -0.0918  0.0529  -0.0717
Si  0  2.7345  0.6835  0.0475  -0.0537  -0.0542
Si  5.469  2.7345  0.6835  -0.0468  0.0912  0.1304
Si  2.7345  5.469  0.6835  -0.1002  -0.0372  -0.0238
Si  8.2035  5.469  0.6835  -0.0694  0.0435  -0.1108
Si  0  8.2035  0.6835  0.0356  0.1123  0.0638
Si  5.469  8.2035  0.6835  -0.1094  0.1727  -0.0133
Si  4.0982  1.3841  2.0811  0.0013  0.0029  -0.0207
Si  9.5904  1.3491  2.0487  0.0118  -0.0104  -0.003
Si  1.3611  4.1042  2.0464  -0.0247  0.0083  -0.0123
Si  6.8231  4.1335  2.0489  -0.013  0.0068  0.0005
Si  4.0772  6.8564  2.0462  -0.0022  -0.0022  -0.0078
Si  9.5621  6.8407  2.0442  0.0075  -0.0205  -0.0027
Si  1.3581  9.6089  2.0504  -0.0089  0.0089  -0.0163
Si  6.7852  9.6351  2.0391  -0.0047  -0.001  -0.0158
Si  0.0252  0.0248  3.4773  0.0187  0.0131  0.0152
Si  5.4613  0.0471  3.4967  0.0201  -0.007  -0.0084
Si  2.7041  2.7512  3.4366  -0.0007  0.0065  0.002
Si  8.2349  2.7611  3.3485  0.0105  0.0122  0.0005
Si  -0.0046  5.4664  3.4155  0.0327  -0.0134  -0.0188
Si  5.4519  5.5241  3.4189  0.0115  0.0133  0.0156
Si  2.7217  8.2568  3.4032  0.013  0.0119  0.0169
Si  8.1798  8.2733  3.3229  -0.0058  0.0345  -0.0015
Si  1.3717  1.4203  4.894  -0.0005  0.016  0.011
Si  6.9341  1.4605  4.7764  0.0228  -0.002  0.0155
Si  4.0436  4.1766  4.7658  -0.0003  0.0135  0.0034
Si  9.5709  4.0769  4.7728  0.0109  -0.0223  0.0335
Si  1.292  6.9321  4.7337  -0.0153  -0.0327  0.0324
Si  6.8084  7.0005  4.7095  -0.0224  0.0098  0.0098
Si  4.0436  9.6027  4.8407  0  -0.0174  0.0035
Si  9.5668  9.5209  4.7456  -0.0437  -0.0253  0.0026
Si  2.6896  -0.0039  6.2632  -0.0886  -0.0527  -0.0347
Si  8.3953  0.1069  6.1373  -0.0252  -0.0026  0.012
Si  0.0416  2.8519  6.299  -0.0194  -0.0132  -0.0105
Si  5.4942  2.8465  6.0832  0.0207  0.0278  0.0243
Si  2.754  5.6849  6.1202  -0.0189  -0.0154  0.0051
Si  8.1849  5.5798  5.9365  0.0094  0.0049  0.024
P  -0.0612  8.2094  6.0748  0.1342  0.1374  -0.0121
Si  5.5312  8.3662  6.2119  0.0053  -0.0189  -0.0073
Si  4.3913  1.1978  7.3344  0.0392  0.0198  0.049
Si  9.9158  1.2214  7.6732  -0.0035  0.003  -0.0216
Si  1.2092  4.5798  7.4785  -0.0046  0.0231  0.0086
Si  6.5724  4.5874  7.2828  0.0105  0.0056  0.0081
Si  4.3085  6.8379  7.5322  -0.0059  -0.017  0.0295
Si  9.7206  6.6458  7.3372  -0.0134  -0.0074  -0.0058
P  1.3289  9.9646  8.0821  -0.0732  -0.0998  0.0906
Si  6.7504  10.0283  7.4387  0.0033  0.0073  0.0421
O  9.5948  1.2436  23.9865  0.0013  -0.0084  -0.029
O  4.1152  6.8065  23.9488  -0.0097  0.0099  -0.0245
O  4.0241  1.2445  24.0345  -0.0056  0.0007  -0.0271
O  9.5486  6.7055  23.8984  0.0056  0.0022  -0.0195
O  0.0013  5.6639  7.9059  0.0204  -0.031  0.0479
O  5.5822  0.1793  7.9078  0.0192  -0.0101  0.0273
O  0.2744  0.3329  8.3358  -0.0149  0.0348  -0.0054
O  5.4687  5.6845  7.8969  -0.0026  0.0021  0.0158
O  7.5656  4.0594  8.4772  -0.0103  -0.0025  0.0056
O  8.8331  7.2347  8.6064  0.0072  0.0112  0.0109
O  2.4916  9.9738  9.3285  0.0641  0.0145  -0.001
O  8.9006  1.7621  8.8936  0.034  0.0075  -0.0036
O  7.6082  9.569  8.7789  -0.0308  -0.0065  -0.0078
O  3.6251  1.9223  8.5882  0.0111  0.0008  0.0049
O  3.5366  7.4888  8.8769  0.0108  0.0179  -0.0062
O  2.0701  4.1021  8.8189  -0.0036  -0.0156  0.0021
O  8.1522  3.4953  23.3711  -0.0275  -0.0274  -0.0209
O  0.4635  4.9381  22.9541  -0.0143  -0.0039  0.0162
O  1.9181  2.75  23.2499  0.0106  0.0178  -0.0047
O  5.8411  4.9114  23.1191  0.0085  0.0045  0.0045
O  5.5409  9.9989  23.5064  0.0332  0.0283  -0.0154
O  2.4655  8.7057  23.0359  -0.0106  -0.018  0.0114
O  0.2034  10.0725  23.0915  0.0161  0.0166  0.0076
O  7.7999  8.5763  23.0796  -0.0038  -0.0099  0.0113
Si  8.699  7.7013  18.4635  0.0019  -0.0001  -0.0021
Si  8.8504  6.3927  13.6467  -0.003  0.0058  0.0132
Si  3.8517  1.5533  14.7244  -0.0009  -0.003  0.0036
Si  2.1835  5.7545  17.6429  0.0062  0.0038  -0.0063
Si  2.4469  3.1474  19.5012  0.0083  0.0087  0.0048
Si  9.881  9.0612  12.0803  0.0118  -0.003  -0.0181
Si  1.3518  9.4298  22.0895  -0.0011  0.0062  -0.0024
Si  9.2436  0.9943  13.2084  0.0033  -0.0025  0.0019
Si  1.4667  5.0879  13.0254  0.0028  0.0036  0.0006
Si  1.8681  8.2954  12.825  0.0052  0.0061  -0.002
Si  6.6688  9.5603  22.4339  -0.01  0.0158  0.0068
Si  4.5755  4.6137  15.7174  0.0025  0.0052  0.0004
Si  8.2144  3.0868  9.5872  -0.0015  0.008  -0.0001
Si  0.8816  8.2477  19.2777  -0.0019  -0.0024  0.0009
Si  6.9801  1.3538  21.0974  -0.0014  0.001  0.0084
Si  8.3127  8.3869  9.6497  0.0092  -0.0083  -0.0004
Si  10.9329  5.2348  15.6182  0.0027  0.0055  0.0037
Si  7.6282  9.5264  16.3521  0.0024  -0.0031  -0.0027
Si  9.9582  2.0654  20.2979  -0.0022  0.0019  0.0013
Si  3.3577  8.713  9.9894  -0.0098  0.0003  -0.004
Si  6.734  3.353  17.4187  0.0016  -0.0007  -0.002
Si  1.1944  0.2151  19.81  -0.0024  -0.0031  0.0072
Si  3.2595  2.8363  12.3018  -0.0015  -0.0032  0.0032
Si  7.2498  5.396  19.6957  0.0049  -0.0007  0.0053
Si  5.9128  8.6678  11.5765  0.0011  0.0073  -0.003
Si  5.8578  6.0849  13.2301  -0.0005  0.0076  0.0036
Si  4.6838  9.7187  17.6391  -0.0066  0.0004  0.0063
Si  1.041  3.604  22.1795  0.0084  -0.0057  0.0055
Si  4.9307  1.4932  18.8096  0.003  0.0009  0.0023
Si  3.2009  3.1626  9.5252  0.0026  0.005  0.0096
Si  6.5374  10.845  13.8125  0.0004  -0.0015  -0.0047
Si  10.408  0.1441  15.9879  0.0085  0.0096  -0.0024
Si  5.6836  3.6841  11.1682  0.0019  0.0025  0.0028
Si  9.8901  3.9304  11.9088  0.005  0.0052  -0.0061
Si  2.3999  9.9468  15.5654  0.0061  -0.0018  -0.0057
Si  6.1113  8.1233  19.8127  -0.0062  0.0015  0.0063
Si  6.9517  3.9768  22.3826  0.0022  -0.0093  0.0059
Si  9.7939  2.8025  17.3711  0.0031  0.0005  0.0011
O  7.2651  6.3908  14.0067  -0.0056  -0.002  -0.0203
O  1.9277  7.0618  18.6969  -0.0106  0.0073  0.0066
O  10.3161  4.0667  16.528  0.0111  0.0019  -0.0001
O  6.2208  9.9847  17.0831  0.0022  -0.0038  0.0039
O  10.2159  0.7242  14.4801  -0.017  -0.0033  0.0043
O  8.4786  6.1175  18.8689  -0.0242  0.0202  0.0103
O  5.2282  0.6985  14.4119  -0.0032  -0.002  -0.0054
O  5.7498  2.0645  17.5282  0.0042  0.0099  0.029
O  8.3748  1.9457  20.5532  -0.0007  -0.0048  0.0065
O  2.0283  4.3026  18.41  -0.0005  0.0025  0.0121
O  6.9805  2.8252  10.6444  -0.0001  0.0158  0.0061
O  4.894  2.718  12.2162  -0.0114  0.0299  -0.0252
O  6.0761  4.4039  16.358  -0.0168  -0.0146  0.0092
O  4.5726  3.9882  9.9714  -0.0149  -0.032  0.0148
O  10.7132  2.7742  21.5606  0.0104  0.0018  -0.0148
O  9.7848  6.2142  14.9853  0.0051  -0.0195  -0.0173
O  6.0386  6.4876  19.8477  0.0359  0.0091  -0.006
O  4.1165  0.178  18.2937  0.025  -0.0195  -0.0067
O  9.3247  10.583  12.2841  0.0098  0.0128  0.0194
O  2.8967  4.3778  12.7335  -0.0102  -0.0219  -0.0022
O  1.9303  10.7138  21.2232  -0.0297  -0.018  -0.0114
O  4.0261  2.7288  19.3958  0.0071  -0.0043  -0.0098
O  0.7891  10.0721  15.9858  -0.0079  0.0031  -0.0046
O  1.3116  9.8057  18.8486  0.0009  -0.0041  0.0267
O  1.745  1.6684  19.2805  -0.0038  0.005  -0.0023
O  9.0037  10.4137  16.5269  0.0029  0.0041  -0.018
O  4.9179  8.585  18.7956  0.0091  0.0145  0.0041
O  9.6575  8.8001  10.4796  -0.0203  -0.0024  0.0273
O  6.7823  4.0863  18.8694  0.0064  0.0041  -0.016
O  2.8805  1.7284  13.4071  0.0156  0.0234  -0.0092
O  5.8471  8.7764  21.2718  0.0247  -0.0019  -0.011
O  2.5493  2.5093  10.8775  0.0356  0.0267  0.0073
O  7.6429  4.855  21.1856  -0.0209  0.0017  -0.0007
O  5.3231  7.5  12.5772  0.031  -0.002  -0.0023
O  0.5007  9.0924  12.4911  -0.0045  -0.017  0.0031
O  7.6578  1.0935  13.6106  0.0116  -0.0217  0.0046
O  7.1767  9.6644  14.7816  0.0108  0.0259  -0.0018
O  9.0422  5.0574  12.7234  0.025  -0.0051  -0.0006
O  8.1409  8.0586  16.9378  -0.0015  0.0068  0.0162
O  6.2371  2.5774  21.9021  0.024  0.0087  -0.0116
O  2.5091  9.0906  14.1351  -0.0116  0.0002  0.0087
O  0.4736  4.5224  11.8564  -0.0004  0.0031  0.0186
O  0.8466  8.3199  20.9479  0.0157  0.0247  -0.0099
O  9.4013  3.8828  10.3601  -0.0185  -0.0175  0.0219
O  9.7207  2.4123  12.5311  -0.0182  0.0064  -0.0043
O  7.6613  8.5606  19.4209  -0.0026  -0.0276  -0.008
O  2.6873  8.2671  11.4113  -0.0008  0.0089  -0.0123
O  4.0357  3.0732  15.3649  0.0009  0.0062  -0.0128
O  0.8675  4.5299  14.4361  -0.0032  0.0271  -0.0043
O  10.082  3.0177  18.9658  -0.0023  -0.0123  -0.0091
O  9.2054  7.8337  12.9444  0.0027  -0.0057  -0.0084
O  10.5395  0.5452  20.0693  0.0131  0.0189  0.0036
O  6.0863  5.0481  11.969  -0.0096  -0.0061  0.008
O  8.1931  2.7514  17.0221  0.0031  0.012  0.0213
O  3.5804  5.4827  16.7426  0.0012  -0.0055  -0.0119
O  4.8633  9.1611  10.42  0.017  -0.0158  0.0109
O  1.5981  6.7089  13.1526  0.0024  -0.003  0.0001
O  4.8152  5.5194  14.3645  0.0171  -0.0049  0.0019
O  2.0699  3.8594  20.9285  -0.0112  -0.0152  -0.0055
O  10.6046  1.4457  16.9552  -0.0101  0.0095  -0.0046
O  0.9986  6.0862  16.5685  0.0025  -0.0225  -0.0135
O  7.3602  10.955  21.9438  -0.0104  -0.0091  -0.0115
O  5.9647  0.9148  19.9206  0.0062  0.0202  -0.0032
O  6.2309  10.0315  12.4254  0.0004  -0.007  0.0105
O  2.9168  0.5644  15.6115  0.0103  0.0033  -0.0017
O  7.1921  7.9824  10.7861  -0.0118  0.0181  -0.0008
O  10.2856  8.0107  18.7074  0.0103  0.0017  0.0097
O  3.4994  9.2111  16.5905  0.0063  0.0165  0.0027

Results
free energy: -137764.896 eV
free energy less fixed offsets of O -569.03, P -756.45, Si -635.61 eV per atom: -0.716 eV

The program warned: the cutoff lies below the one the program advises for these potential files; the forces do not sum to zero within the program's tolerance; the exchange-correlation potential is rough where the density is thin.
